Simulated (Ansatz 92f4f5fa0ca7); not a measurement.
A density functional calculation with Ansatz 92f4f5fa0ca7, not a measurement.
Periodic cell of 234 atoms, Si146O88, from a study of silicon, its oxide and their interface. The atomic structure is a simulated model.
Doubt: the cutoff is far below the 930 eV that the study's wrapper takes by default for these files, so forces and energies are approximate.
This geometry differs little from another in the collection (a relaxation step or a small displacement).

Settings: functional PBE; potential files Ansatz PAW; basis plane waves; wave-function cutoff 580 eV; density cutoff ratio 5; exchange-correlation grid ratio 1; k mesh 1 x 1 x 1, Gamma-centred; self-consistency stop 5e-08 eV per atom in the density residual; occupations fixed; spin none; net charge 0.

Cell vectors (angstrom)
a, 11.6015, 0, 0
b, 0, 10.938, 0
c, 0, 0, 32.7338

Atoms: element, x, y, z (angstrom)
Si, 0.0842, 0.0343, 23.841
Si, 3.8925, -0.2925, 24.1538
Si, 7.7761, -0.0625, 24.0041
Si, 2.0986, 1.2741, 23.913
Si, 5.7698, 1.1046, 24.3247
Si, 9.6638, 1.3257, 23.9719
Si, -0.0437, 5.6463, 23.8543
Si, 3.8332, 5.2481, 23.9572
Si, 7.6923, 5.2645, 24.3971
Si, 2.0332, 6.7276, 24.1262
Si, 5.8148, 6.6027, 24.1451
Si, 9.5441, 6.7675, 24.1609
Si, 1.9807, 2.6486, 25.8843
Si, 5.8416, 2.6275, 26.1162
Si, 9.7655, 2.6443, 25.9631
Si, 0.0569, 4.0598, 25.7543
Si, 3.9213, 3.9837, 25.9582
Si, 7.8088, 3.9262, 26.2414
Si, 1.8465, 8.1257, 26.0292
Si, 5.7391, 8.0982, 25.9973
Si, 9.6324, 8.2347, 25.9861
Si, -0.0221, 9.6018, 25.8693
Si, 3.7901, 9.4125, 26.1061
Si, 7.6673, 9.497, 25.9402
Si, 0.0127, -0.0413, 27.8747
Si, 3.8362, -0.0232, 27.923
Si, 7.7361, -0.0323, 27.8741
Si, 1.9179, 1.3554, 27.8811
Si, 5.7888, 1.2831, 27.9939
Si, 9.6986, 1.3163, 27.9082
Si, 0.0019, 5.3901, 27.812
Si, 3.8598, 5.4298, 27.8657
Si, 7.7685, 5.4837, 27.9777
Si, 1.9017, 6.7704, 27.9344
Si, 5.7996, 6.7822, 27.9336
Si, 9.7092, 6.8241, 27.8932
Si, 1.9336, 2.7345, 29.8346
Si, 5.8008, 2.7345, 29.8346
Si, 9.6679, 2.7345, 29.8346
Si, 0, 4.1018, 29.8346
Si, 3.8672, 4.1018, 29.8346
Si, 7.7343, 4.1018, 29.8346
Si, 1.9336, 8.2035, 29.8346
Si, 5.8008, 8.2035, 29.8346
Si, 9.6679, 8.2035, 29.8346
Si, 0, 9.5708, 29.8346
Si, 3.8672, 9.5708, 29.8346
Si, 7.7343, 9.5708, 29.8346
Si, 0, 0, 31.7682
Si, 3.8672, 0, 31.7682
Si, 7.7343, 0, 31.7682
Si, 1.9336, 1.3673, 31.7682
Si, 5.8008, 1.3673, 31.7682
Si, 9.6679, 1.3673, 31.7682
Si, 0, 5.469, 31.7682
Si, 3.8672, 5.469, 31.7682
Si, 7.7343, 5.469, 31.7682
Si, 1.9336, 6.8362, 31.7682
Si, 5.8008, 6.8362, 31.7682
Si, 9.6679, 6.8362, 31.7682
Si, 1.9336, 2.7345, 0.9679
Si, 5.8008, 2.7345, 0.9679
Si, 9.6679, 2.7345, 0.9679
Si, 0, 4.1018, 0.9679
Si, 3.8672, 4.1018, 0.9679
Si, 7.7343, 4.1018, 0.9679
Si, 1.9336, 8.2035, 0.9679
Si, 5.8008, 8.2035, 0.9679
Si, 9.6679, 8.2035, 0.9679
Si, 0, 9.5708, 0.9679
Si, 3.8672, 9.5708, 0.9679
Si, 7.7343, 9.5708, 0.9679
Si, -0.0121, 0.029, 2.8952
Si, 3.8454, 0.0708, 2.8452
Si, 7.7691, 0.0506, 2.8875
Si, 1.9015, 1.4067, 2.9185
Si, 5.82, 1.3851, 2.8999
Si, 9.6753, 1.4429, 2.955
Si, -0.0054, 5.5015, 2.912
Si, 3.8609, 5.5332, 2.8681
Si, 7.7477, 5.5316, 2.8538
Si, 1.9169, 6.8723, 2.9165
Si, 5.815, 6.8764, 2.9132
Si, 9.6797, 6.8802, 2.9103
Si, 1.8884, 2.814, 4.8459
Si, 5.8222, 2.8579, 4.753
Si, 9.6281, 2.8756, 4.9025
Si, -0.0155, 4.2218, 4.9087
Si, 3.8473, 4.1126, 4.7282
Si, 7.714, 4.2998, 4.8293
Si, 1.9344, 8.1969, 4.8886
Si, 5.8353, 8.3781, 4.7623
Si, 9.6957, 8.2509, 4.8529
Si, 0.0188, 9.6458, 4.851
Si, 3.8543, 9.6071, 4.7043
Si, 7.7998, 9.6888, 4.8497
Si, -0.0227, 0.1892, 6.7541
Si, 3.902, 0.0981, 6.5506
Si, 7.7015, 0.189, 6.7654
Si, 2.013, 1.4232, 6.7565
Si, 5.7988, 1.5287, 6.6841
Si, 9.6475, 1.5891, 6.9189
Si, -0.0028, 5.5015, 6.9678
Si, 3.9988, 5.4596, 6.6213
Si, 7.6027, 5.7673, 6.761
Si, 2.0475, 6.7734, 6.8736
Si, 5.6384, 7.1156, 6.7035
Si, 9.6839, 6.9484, 6.8646
O, 7.2825, 4.6661, 7.9701
O, 9.6358, 2.6032, 8.2766
O, 3.8101, 10.1342, 7.9359
O, 5.85, 2.3931, 8.1222
O, 4.5074, 4.649, 8.0045
O, 2.4038, 2.162, 8.2226
O, -0.0504, 4.4539, 8.2742
O, 11.5572, 10.0557, 8.0264
O, 2.4231, 7.7951, 8.1463
O, 5.1284, 7.8596, 8.1418
O, 9.7085, 8.0647, 8.1065
O, 7.3626, 10.1772, 8.1053
O, 7.4791, 4.1067, 23.2143
O, 5.8571, 11.2426, 20.8508
O, 9.3915, 2.2938, 22.6218
O, 6.3064, 7.4599, 22.8017
O, 3.5759, 4.4766, 22.4865
O, 5.3939, 2.007, 22.9771
O, 11.2866, 5.564, 22.1643
O, 2.2788, 2.155, 22.5029
O, 7.7785, 10.2511, 22.455
O, 2.0821, 3.6601, 20.3212
O, 9.5112, 7.4645, 22.6224
O, 11.794, 9.9792, 22.5158
Si, 5.4397, 3.213, 13.0302
Si, 1.8069, 12.8435, 9.7311
Si, 8.257, 5.4962, 20.0605
Si, 5.9045, 3.9728, 8.539
Si, 8.3754, 3.4, 17.7894
Si, -0.7259, -5.0376, 14.5249
Si, 3.753, 8.6532, 8.5993
Si, 5.6762, 1.8378, 21.384
Si, 14.9458, 8.5489, 21.857
Si, 10.8293, 3.2887, 9.1938
Si, -2.9296, -10.5066, 18.4241
Si, 6.1657, 11.63, 11.6412
Si, 1.9012, 6.4613, 13.028
Si, 9.5561, -2.3794, 13.7008
Si, 3.6618, 1.9249, 16.7424
Si, 3.2638, 10.3627, 11.0301
Si, 3.0834, 3.221, 21.5457
Si, 2.5038, 3.4941, 12.3041
Si, 1.7753, 3.0809, 18.8179
Si, 5.8736, 9.5163, 13.8201
Si, 10.4789, 6.8383, 21.4276
Si, 10.5306, 9.2068, 8.9457
Si, 2.9548, -1.8157, 13.8406
Si, 7.8176, -0.7326, 9.6689
Si, 6.7306, -5.9346, 11.3415
Si, 7.1859, 10.2688, 20.9313
Si, 11.2456, 7.7359, 11.4554
Si, 6.0724, 7.4711, 21.1888
Si, 0.1683, 0.2846, 18.5654
Si, 7.0282, -2.9543, 11.7498
Si, 9.8257, 4.9906, 11.7347
Si, 7.9671, -0.5413, 15.6034
Si, 13.3641, 10.6626, 16.043
Si, 8.2309, 3.285, 22.0365
Si, 13.0461, 2.3601, 14.8283
Si, 6.562, 2.2812, 15.7938
Si, -0.3043, 4.0141, 16.8481
Si, 0.6555, 9.3677, 21.0689
O, 1.0925, 7.0939, 11.7712
O, 14.2005, 5.1029, 12.4889
O, -2.3604, -1.0798, 14.673
O, 10.481, 3.9575, 10.6438
O, -5.7611, 2.9849, 14.5512
O, 3.0194, -3.4188, 13.5476
O, 7.1164, 2.5405, 21.113
O, 4.3669, 9.7628, 14.3373
O, 6.7646, -1.575, 15.178
O, 3.1188, 0.3745, 16.7114
O, 8.9, 4.3691, 21.0565
O, 11.4604, 8.5106, 10.0621
O, 0.8587, 4.1829, 17.9995
O, 2.2679, 3.1036, 10.7415
O, 7.5135, 1.0205, 15.3409
O, 2.3612, 7.6346, 22.7785
O, -3.6167, 1.9227, 18.4034
O, 8.2928, 8.1303, 12.7626
O, 4.1039, -1.2814, 22.808
O, 3.8944, -8.1052, 12.7831
O, 9.9771, 3.4095, 17.559
O, 11.7133, 10.3216, 19.8964
O, 7.9735, 4.732, 18.6511
O, 8.2073, -0.5958, 17.2209
O, 8.2587, 4.5857, 11.6937
O, 0.9795, 1.6572, 18.8747
O, 6.8124, 6.1616, 20.5166
O, -1.3532, 0.6667, 18.2102
O, 6.3109, 2.2347, 12.0775
O, 11.5895, 7.8977, 20.9056
O, 6.771, 6.578, 11.0079
O, 4.3676, 2.5561, 20.7476
O, 3.1922, 2.7716, 18.0595
O, 6.0185, 4.1703, 10.1386
O, 3.5938, 8.9818, 10.1945
O, 9.5128, 6.5613, 20.114
O, 10.3469, 4.8994, 13.3024
O, 0.1893, 2.0144, 9.5505
O, 9.4503, 10.1825, 9.6959
O, 12.3651, -0.5616, 17.2956
O, 7.2623, 0.5845, 10.4398
O, 6.759, 8.7667, 20.5046
O, 7.4942, 3.4649, 16.4231
O, 8.3332, -0.2206, 19.8724
O, -0.795, 5.3491, 16.0551
O, -5.8081, 4.751, 12.6477
O, 4.4323, 7.6348, 21.0179
O, 10.7888, 8.7954, 12.6352
O, 13.8004, 11.366, 10.2967
O, 2.9311, 2.6815, 15.4644
O, 0.2505, 3.0266, 15.6909
O, 6.5447, -0.1979, 12.9612
O, 2.2869, 9.3035, 20.8662
O, 9.971, -3.6782, 14.5984
O, 2.5814, 9.9293, 12.4579
O, 10.1385, -4.4064, 11.2496
O, 7.1628, 8.9593, 10.464
O, 1.1579, 0.7649, 14.9333
O, 4.6611, 11.1981, 11.188
O, 0.8602, 6.1779, 14.2499
O, 1.3502, 2.871, 13.2829
O, 5.2924, 1.8516, 16.7445
O, 1.9799, -1.6199, 15.1439
O, 5.7708, 8.2729, 12.7582

Results
free energy: -142857.247 eV
free energy less fixed offsets of O -568.88, Si -635.61 eV per atom: 3.253 eV

Forces (eV/angstrom), in the order of the atoms: element, x, y, z
Si, -0.0078, 0.0019, 0.0247
Si, -0.0027, -0.0016, 0.0204
Si, -0.0074, 0.002, 0.0304
Si, 0.0135, -0.009, 0.0243
Si, 0.0166, 0.0105, -0.0058
Si, 0.0117, -0.0234, 0.0281
Si, -0.0235, 0.0366, 0.0353
Si, 0, 0.015, 0.0269
Si, 0.0087, 0.013, 0.0205
Si, 0.0014, -0.0321, 0.0225
Si, -0.0104, -0.013, 0.0173
Si, -0.0099, -0.0237, 0.0142
Si, -0.0095, 0.0138, -0.0263
Si, 0.01, 0.0046, -0.0134
Si, 0.0017, 0.0077, -0.0194
Si, 0.0335, -0.03, -0.0155
Si, 0.0074, 0.003, -0.0233
Si, 0.0066, 0.0095, -0.0057
Si, -0.014, -0.0009, -0.0148
Si, -0.0218, 0.0047, -0.0125
Si, -0.0235, -0.0082, -0.017
Si, -0.0024, 0.011, -0.0135
Si, 0.0043, 0.0069, -0.0239
Si, 0.0143, 0.0073, -0.0258
Si, -0.0125, 0.0046, -0.0055
Si, -0.0214, 0.0066, 0.0014
Si, -0.0133, 0.004, 0.0005
Si, 0.0158, -0.0115, 0.0051
Si, 0.0146, -0.0067, -0.0012
Si, 0.0043, -0.0093, 0.0068
Si, 0.0038, 0.0203, -0.0027
Si, 0.0107, 0.004, 0.0016
Si, 0.0068, 0.0037, -0.0124
Si, -0.0044, -0.0101, 0.0009
Si, -0.0027, -0.0101, 0.0063
Si, -0.0084, -0.0036, 0.0067
Si, -0.0253, -0.0298, -0.1132
Si, -0.0294, -0.0216, 0.2479
Si, 0.0144, -0.0959, -0.042
Si, -0.0528, -0.158, -0.3322
Si, -0.0419, -0.0807, -0.1418
Si, 0.0731, -0.0701, 0.4498
Si, -0.0307, -0.1553, 0.0894
Si, -0.0331, -0.048, 0.0121
Si, 0.1131, -0.068, 0.0002
Si, 0.0487, -0.1289, -0.0837
Si, -0.0904, -0.1283, 0.1438
Si, 0.0655, -0.132, -0.161
Si, 0.0101, 0.0789, 0.0026
Si, -0.0094, -0.0431, -0.0019
Si, 0.0128, 0.0738, 0.023
Si, -0.0001, -0.0981, -0.0357
Si, 0.0036, 0.0558, 0.0212
Si, -0.0079, -0.1001, -0.0085
Si, -0.0057, 0.1813, 0.0067
Si, -0.0079, 0.0408, -0.0171
Si, 0.006, -0.1, 0.0666
Si, -0.0037, -0.0332, -0.0228
Si, 0.01, -0.0281, -0.0014
Si, 0.001, -0.0684, -0.0147
Si, -0.0774, 0.1592, 0.0488
Si, 0.0397, 0.0507, -0.0011
Si, 0.0481, 0.1402, 0.1173
Si, -0.0196, 0.0334, 0.0778
Si, 0.0159, 0.107, -0.0301
Si, 0.0207, 0.1104, -0.0627
Si, -0.0409, 0.1267, 0.0723
Si, -0.016, 0.1448, 0.0381
Si, 0.0492, 0.1551, -0.0576
Si, -0.0694, 0.0932, -0.0452
Si, -0.0143, 0.142, -0.1622
Si, 0.071, 0.0765, 0.0428
Si, 0.0032, 0.0071, -0.0055
Si, 0.0052, 0.0047, -0.0133
Si, -0.0018, 0.0088, -0.007
Si, -0.0026, -0.0119, -0.0072
Si, -0.0041, -0.0052, -0.0088
Si, -0.002, -0.0091, -0.0056
Si, -0.0071, 0.0102, -0.0083
Si, -0.0019, 0.0075, -0.0086
Si, -0.0066, 0.0037, -0.0077
Si, 0.0056, -0.0097, -0.0049
Si, 0.0072, -0.0083, -0.0042
Si, 0.007, -0.0073, -0.0033
Si, -0.007, 0.008, 0.0178
Si, -0.0127, 0.0007, 0.0161
Si, -0.0039, 0.0036, 0.0202
Si, 0.0025, -0.0116, 0.0157
Si, 0.0091, -0.0036, 0.0166
Si, 0.0015, -0.0021, 0.0105
Si, -0.0085, -0.0006, 0.0155
Si, -0.0091, 0.0048, 0.0158
Si, -0.0082, 0.0003, 0.0117
Si, 0.0123, -0.0039, 0.0137
Si, 0.019, -0.0032, 0.0169
Si, 0.0058, -0.0084, 0.0101
Si, 0.0032, 0.0055, -0.0173
Si, 0.005, -0.0016, -0.0054
Si, 0.0045, 0.0023, -0.0227
Si, 0.0047, 0.0066, -0.0178
Si, -0.0065, -0.003, -0.0094
Si, -0.0093, -0.0074, -0.0158
Si, -0.0014, 0.0123, -0.0221
Si, -0.001, -0.0048, -0.0165
Si, -0.0031, -0.003, -0.0225
Si, -0.0011, 0.0014, -0.017
Si, -0.0085, 0.0087, -0.0111
Si, 0.0072, -0.0184, -0.0217
O, -0.0146, -0.0153, 0.0131
O, 0.0137, 0.0211, 0.0147
O, -0.0001, -0.0019, -0.0081
O, 0.0009, 0.0141, 0.0047
O, 0.0193, -0.0087, 0.002
O, -0.0034, 0.0009, 0.0287
O, -0.0073, -0.0277, 0.0135
O, -0.0249, -0.0282, 0.0166
O, 0.0255, 0.0211, 0.0106
O, -0.0112, 0.0045, 0.0032
O, 0.0074, 0.0431, 0.0197
O, 0.0138, -0.0048, 0.0245
O, 0.0198, -0.0294, -0.0336
O, 0.0074, -0.0147, 0.0021
O, -0.0181, 0.0354, -0.0182
O, 0.001, -0.006, -0.0119
O, -0.0123, -0.0197, -0.0179
O, -0.018, -0.0048, 0.0212
O, -0.0148, 0.0016, -0.0216
O, 0.0039, 0.0237, -0.0215
O, -0.0043, -0.0151, -0.0365
O, -0.009, -0.0008, -0.01
O, 0.0162, 0.0038, -0.0338
O, 0.0073, -0.0251, -0.0292
Si, 0, -0.0041, 0.0133
Si, 0.0033, -0.0003, -0.0052
Si, 0.0148, -0.0107, -0.0181
Si, -0.0018, -0.0044, -0.0078
Si, -0.0012, -0.0012, -0.0095
Si, -0.0031, -0.0043, -0.0037
Si, -0.018, -0.0128, 0.0027
Si, -0.0023, 0.0059, -0.0083
Si, 0.0051, 0.0006, 0.0027
Si, -0.0067, -0.0018, -0.011
Si, 0.0019, -0.0073, -0.0082
Si, -0.004, -0.004, 0.0154
Si, -0.0069, -0.0067, 0.017
Si, -0.0059, -0.0186, -0.0057
Si, -0.0037, 0.0028, -0.0017
Si, -0.006, -0.0096, 0.0019
Si, 0.0078, -0.0057, 0.0043
Si, -0.0025, -0.0023, 0.0042
Si, 0.0068, 0.0029, -0.0044
Si, 0.0017, 0.0041, 0.0014
Si, 0.0078, -0.0097, 0.0169
Si, -0.0056, 0.0128, 0.0084
Si, 0.0004, 0.0058, 0
Si, 0.013, -0.0177, 0.0109
Si, 0.0001, -0.0132, 0.0081
Si, -0.007, 0, 0.0119
Si, -0.0067, 0.0004, 0.0101
Si, -0.0092, 0.0142, 0
Si, -0.0061, -0.012, -0.0097
Si, 0.0029, 0.0204, 0.0127
Si, 0.0017, -0.0106, 0.0178
Si, -0.003, -0.0011, 0.0029
Si, -0.0035, -0.0024, -0.003
Si, -0.0105, -0.0039, 0.0069
Si, -0.0049, 0.0004, 0.0021
Si, -0.0043, -0.0006, -0.0043
Si, -0.0028, -0.0088, -0.002
Si, 0.0051, 0.0005, 0.0126
O, 0.002, -0.0066, -0.0017
O, -0.0041, 0.0046, -0.0087
O, 0.0013, -0.0043, -0.0042
O, -0.0043, 0.0127, 0.0059
O, 0.0054, -0.0021, -0.0054
O, -0.0009, -0.0026, -0.0064
O, 0.0183, 0.0001, 0.0078
O, -0.0016, -0.002, -0.0021
O, 0.0003, 0.0008, -0.0012
O, -0.0001, -0.0033, 0.0032
O, -0.0054, 0.0212, 0.0045
O, -0.0055, -0.0036, 0.002
O, -0.0081, -0.002, -0.0022
O, 0.0039, 0.0051, 0.0037
O, 0.002, -0.0065, 0.0009
O, 0.0127, 0.0373, -0.0235
O, 0.0016, 0.0029, 0.0052
O, -0.0083, -0.0026, -0.0104
O, -0.0104, -0.0303, -0.0161
O, 0.0068, 0.0002, -0.006
O, 0.0098, 0.0038, 0.0024
O, -0.0023, 0.0152, -0.0121
O, 0.0012, -0.0021, 0.0099
O, 0.0002, 0.0021, -0.0005
O, -0.0034, 0.0001, -0.0125
O, -0.0007, -0.0032, 0.0064
O, 0.0057, -0.01, 0.0041
O, -0.0054, -0.0065, 0.0101
O, -0.0068, 0.007, -0.0068
O, -0.0029, -0.0082, 0.0066
O, 0.0034, 0.0206, -0.0109
O, -0.0038, 0.0039, -0.0002
O, -0.0013, -0.0061, 0.0008
O, 0.0093, 0.0093, 0.0155
O, -0.0043, 0.0143, 0.0064
O, -0.0223, -0.0164, -0.0043
O, 0.009, 0.0095, 0.0082
O, 0.0067, -0.0041, -0.0051
O, -0.0307, -0.0147, -0.0286
O, 0.0011, 0.0022, 0.0025
O, 0.0016, -0.0173, -0.0106
O, 0.0032, 0.0045, 0.0049
O, -0.0011, -0.0017, -0.0007
O, 0.011, 0.0053, -0.0063
O, -0.0002, 0.0007, -0.0034
O, -0.0055, -0.0047, -0.0034
O, 0.0065, -0.0016, 0.0071
O, -0.024, -0.0052, 0.0065
O, 0.0087, -0.007, -0.0043
O, -0.0034, -0.0033, 0.0011
O, 0.003, -0.0025, 0.004
O, -0.0054, -0.0102, -0.0009
O, -0.0087, -0.0008, 0.0084
O, 0.0045, 0.0054, -0.0149
O, -0.0011, -0.0084, 0.0042
O, 0.0043, 0.0035, -0.0135
O, 0.0268, -0.0078, 0.0181
O, 0.001, 0.0015, -0.0031
O, 0.0117, 0.0018, -0.0083
O, 0.0001, -0.0037, -0.0135
O, -0.001, -0.0027, -0.0006
O, 0.0036, 0.0001, 0.0026
O, 0.0019, -0.0058, -0.0029
O, 0.0311, -0.0024, -0.0237

The program warned: the cutoff lies below the one the program advises for these potential files; the forces do not sum to zero within the program's tolerance; the exchange-correlation potential is rough where the density is thin.
